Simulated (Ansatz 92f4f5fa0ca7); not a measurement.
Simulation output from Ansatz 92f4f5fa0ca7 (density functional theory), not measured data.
Periodic cell of 208 atoms, Si128O80, from a study of silicon, its oxide and their interface. The atomic structure is a simulated model.
Doubt: the cutoff is far below the 930 eV that the study's wrapper takes by default for these files, so forces and energies are approximate.

Settings
functional: PBE
potential files: Ansatz PAW
basis: plane waves
wave-function cutoff: 580 eV
density cutoff ratio: 5
exchange-correlation grid ratio: 1
k mesh: 1 x 1 x 1, Gamma-centred
self-consistency stop: 5e-08 eV per atom in the density residual
occupations: fixed
spin: none
net charge: 0

Cell vectors (angstrom)
a  10.938  0  0
b  0  10.938  0
c  -3.0147  -3.1323  30.7684

Atoms and the computed forces on them: element, x, y, z (angstrom), force x, y, z (eV/angstrom)
Si  -1.7551  -4.2778  23.3947  -0.0687  0.0849  0.0163
Si  0.7437  -1.5189  23.2901  -0.1371  0.0879  -0.0399
Si  -1.4843  0.7495  23.3719  0.0195  -0.0843  0.0429
Si  1.3736  -7.4112  23.2638  0.1044  -0.0537  -0.0142
Si  -6.8648  -4.7971  23.3799  0.0994  -0.1225  0.0065
Si  -4.0932  -2.124  23.293  0.0925  -0.0533  0.0398
Si  3.6611  1.2945  23.1595  -0.0788  0.1428  -0.0452
Si  -4.5995  -7.0178  23.3077  -0.1338  0.0754  0.0138
Si  -0.2578  -3.0908  24.7201  -0.0442  0.0284  0.0475
Si  2.494  -0.3838  24.4431  0.0142  0.0055  0.0224
Si  -0.2517  -8.5788  24.5697  0.0088  -0.0198  0.0215
Si  2.4757  -5.8994  24.6791  0.0486  -0.0482  0.0461
Si  -5.7283  -3.1647  24.6287  0.0507  -0.0466  0.0362
Si  -3.0502  -0.4468  24.6263  0.0353  0.0028  0.0291
Si  5.1892  2.3443  24.62  -0.0302  0.0412  0.0512
Si  -2.9734  -5.8922  24.6053  -0.0065  0.0074  0.0405
Si  -1.6712  -1.7553  26.0443  0.0269  0.0061  -0.0866
Si  1.124  0.9536  25.9318  -0.0105  0.0112  0.0011
Si  -1.6217  -7.2547  25.974  -0.0119  0.0245  -0.0477
Si  1.1067  -4.5083  26.0055  0.0029  0.0292  -0.0439
Si  3.8135  -1.7494  25.9253  0.0006  0.0053  -0.0397
Si  6.5488  0.9609  25.9746  -0.0169  -0.0355  -0.0585
Si  3.8373  3.6834  26.0358  -0.0025  -0.0052  -0.0831
Si  -4.3527  -4.5272  26.0028  -0.0197  0.0139  -0.0719
Si  -3.0147  -3.1323  27.3501  -0.0853  -0.1649  0.3746
Si  -0.2802  -0.3978  27.3501  0.1934  0.2287  -0.0142
Si  -3.0147  -8.6013  27.3501  0.0512  -0.0859  -0.1267
Si  -0.2802  -5.8668  27.3501  -0.0401  -0.0308  0.0281
Si  2.4543  -3.1323  27.3501  0.1782  0.1654  -0.103
Si  5.1888  -0.3978  27.3501  -0.1632  -0.0314  -0.1651
Si  2.4543  2.3367  27.3501  -0.0769  -0.2779  0.1167
Si  5.1888  -5.8668  27.3501  0.151  -0.014  0.2638
Si  1.3673  -1.3673  3.418  0.3351  0.0815  -0.1154
Si  4.1018  1.3673  3.418  -0.1876  -0.1703  0.402
Si  1.3673  4.1018  3.418  0.0019  0.0984  -0.6832
Si  4.1018  -4.1018  3.418  -0.0687  0.1247  -0.1367
Si  6.8362  -1.3673  3.418  0.0123  0.0274  -0.0673
Si  -1.3673  1.3673  3.418  -0.1405  -0.1183  -0.122
Si  6.8362  4.1018  3.418  0.0973  0.1648  0.1414
Si  -1.3673  -4.1018  3.418  -0.1674  0.0781  0.122
Si  2.6985  -0.0112  4.8613  -0.0142  -0.0404  0.0239
Si  5.4775  2.7301  4.789  -0.0031  -0.0348  0.0343
Si  2.6986  5.4727  4.7384  -0.0392  -0.0209  0.0387
Si  5.4314  -2.6922  4.7748  -0.0574  -0.009  0.0277
Si  -2.7372  -0.015  4.7964  -0.018  0.063  -0.0184
Si  -0.0238  2.7855  4.712  -0.0368  0.0207  0.1209
Si  8.126  5.5582  4.8222  0.0011  -0.0467  0.0482
Si  0.0888  -2.7837  4.7473  0.0141  0.0202  0.0723
Si  1.35  1.5112  6.1209  0.0308  0.0289  -0.0974
Si  4.0648  4.1201  6.0754  0.1287  0.0612  -0.1251
Si  1.39  -4.1518  6.213  0.0393  0.0446  0.0166
Si  4.0444  -1.4477  6.2418  0.0282  0.0386  0.0193
Si  -4.1292  1.338  6.1737  0.0121  -0.022  0.0834
Si  -1.3626  4.1871  6.0601  0.0522  -0.0347  0.0375
Si  6.5854  -4.1463  6.2218  0.0923  -0.0335  -0.0894
Si  -1.2901  -1.4403  6.0424  0.1318  0.0621  -0.0139
Si  -0.1241  0.8508  7.7911  -0.0383  0.0211  0.1028
Si  2.5519  3.0072  7.3884  -0.2145  0.0096  0.2214
Si  0.2281  -5.7566  7.5286  0.0313  -0.0862  -0.104
Si  3.165  -3.2969  7.517  -0.009  -0.0509  0.0001
Si  5.6182  -0.2398  7.5293  -0.0564  -0.0014  -0.0391
Si  -2.6017  2.715  7.3478  -0.0413  0.0465  -0.0808
Si  4.8568  5.836  7.4014  -0.1038  0.0582  0.1829
Si  -3.3683  -2.7529  7.8179  -0.0531  0.118  0.0736
Si  -1.6475  -4.4995  28.7174  -0.0391  0.0309  0.0074
Si  1.087  -1.765  28.7174  -0.0183  0.0363  -0.0153
Si  -1.6475  -9.9685  28.7174  0.0642  0.0344  -0.0143
Si  1.087  -7.234  28.7174  -0.0156  -0.0355  -0.0126
Si  3.8215  -4.4995  28.7174  0.0869  0.0426  -0.0172
Si  6.556  -1.765  28.7174  -0.0322  -0.0751  -0.0209
Si  3.8215  0.9695  28.7174  -0.0681  -0.0068  -0.0002
Si  6.556  3.704  28.7174  -0.0325  0.0612  0.0051
Si  -0.2802  -3.1323  30.0846  0.0071  -0.0409  -0.0173
Si  2.4543  -0.3978  30.0846  0.0389  0.0014  -0.0246
Si  -0.2802  -8.6013  30.0846  -0.0548  -0.0008  0.0122
Si  2.4543  -5.8668  30.0846  0.0013  0.0408  -0.0199
Si  5.1888  -3.1323  30.0846  0.005  0.0145  -0.0011
Si  -3.0147  -0.3978  30.0846  -0.0126  -0.0038  -0.0252
Si  5.1888  2.3367  30.0846  0.0237  -0.0538  -0.0248
Si  -3.0147  -5.8668  30.0846  0.0514  -0.0352  -0.0175
Si  1.3673  1.3673  0.6835  0.0129  -0.0085  0.0126
Si  4.1018  4.1018  0.6835  0.0386  -0.0278  0.0058
Si  1.3673  -4.1018  0.6835  -0.0528  0.0862  0.0244
Si  4.1018  -1.3673  0.6835  -0.0266  -0.0266  0.0021
Si  6.8362  1.3673  0.6835  -0.0554  0.0376  0.0162
Si  -1.3673  4.1018  0.6835  0.0112  0.0283  0.0087
Si  6.8362  -4.1018  0.6835  0.0245  -0.0203  0.02
Si  9.5708  -1.3673  0.6835  -0.0213  0.0192  -0.0016
Si  0  0  2.0507  -0.0397  -0.016  0.0164
Si  2.7345  2.7345  2.0507  -0.082  0.0021  0.0089
Si  0  -5.469  2.0507  -0.0452  -0.155  -0.0279
Si  2.7345  -2.7345  2.0507  0.0953  0.0781  -0.0535
Si  5.469  0  2.0507  0.039  -0.0436  0.0079
Si  8.2035  2.7345  2.0507  0.0394  -0.0248  -0.0012
Si  5.469  5.469  2.0507  -0.0359  -0.0386  0.0184
Si  8.2035  -2.7345  2.0507  0.0711  0.0638  -0.0018
Si  -1.8196  2.0277  18.5001  0.0137  0.021  -0.0751
Si  3.0645  -6.3055  18.3104  0.0025  -0.003  -0.0512
Si  -4.9839  -2.1339  20.2628  -0.0234  0.0053  -0.0756
Si  -0.6999  3.9952  12.8238  -0.0079  -0.0039  0.0485
Si  3.1168  -1.9333  14.6418  0.0231  -0.0094  0.003
Si  -2.0567  -2.9031  15.3724  -0.0215  -0.008  0.0092
Si  3.5111  2.0468  12.586  -0.0092  -0.0068  0.0519
Si  2.4535  -2.9888  9.7696  0.038  -0.0146  0.0202
Si  4.3181  1.8586  17.8771  -0.002  0.0201  -0.0386
Si  0.0428  -6.3953  18.2416  -0.0128  -0.0308  -0.0456
Si  3.5698  -4.1467  20.4156  0.0106  -0.0001  -0.0868
Si  0.0861  -4.8826  10.4948  0.0105  0.0131  0.0546
Si  0.5069  1.1318  12.9513  0.001  0.0065  0.0312
Si  1.7386  -1.8736  20.4649  -0.0019  0.0006  -0.1004
Si  4.4187  4.8577  13.2219  0.0213  0.0147  0.0536
Si  4.7015  0.7628  15.1206  -0.0081  0.0102  -0.0035
Si  4.2276  -3.1026  12.157  -0.0057  -0.0035  0.0445
Si  4.354  1.6961  9.6471  0.0113  -0.0405  0.0261
Si  -0.4488  -6.0256  21.2093  0.0221  -0.0129  -0.0746
Si  -0.0125  -5.2341  15.3015  -0.0001  -0.0281  0.0273
Si  4.0506  0.1675  20.3546  -0.0089  0.0092  -0.0753
Si  -2.9635  -1.9986  17.9895  -0.0039  0.0221  -0.0281
Si  -2.7189  -8.2985  21.2454  0.0038  -0.0211  -0.0595
Si  7.222  -2.8768  12.826  -0.0026  -0.0025  0.0297
Si  3.0212  -4.733  15.6063  0.0062  -0.0254  0.027
Si  0.259  -0.6822  15.4257  0.0017  0.0377  0.0187
Si  -4.0226  0.7331  16.9936  0.0209  0.0147  -0.0134
Si  0.3675  -0.5829  10.3007  0.0034  -0.0053  0.0699
Si  -0.2453  -0.4392  18.4231  -0.0011  0.0032  -0.0479
Si  -1.9372  -2.5531  10.5054  0.0277  0.0182  0.0895
Si  6.3871  4.1078  9.4577  0.0494  -0.014  0.0498
Si  7.2866  4.9048  12.3841  -0.0039  0.0006  0.0646
O  0.9217  -6.6049  21.8888  -0.0459  0.0282  0.0134
O  -3.8992  -0.8448  17.3335  0.0108  -0.0085  0.0147
O  5.2138  -5.8882  22.8609  0.0059  0.0231  0.0216
O  -0.9117  -3.71  11.0193  -0.018  0.0069  -0.0524
O  -0.1363  4.409  14.3111  0.0101  0.0165  0.0022
O  -0.3466  -11.2753  22.8773  0.046  -0.0632  0.0064
O  -0.4126  -5.3411  8.9956  0.0125  -0.0032  0.0213
O  4.4567  0.9776  21.727  0.0081  -0.0221  0.0329
O  0.5696  0.661  9.2657  -0.0054  -0.0197  -0.034
O  3.8275  1.3761  16.3827  -0.0019  -0.0065  -0.0037
O  -5.0387  1.5056  18.0045  -0.0073  -0.0058  0.027
O  0.3876  -0.1327  16.9533  0.0015  -0.0188  -0.0035
O  4.9263  0.3553  8.9086  -0.0153  0.0318  0.0079
O  -0.2374  -5.5932  19.6459  -0.0073  -0.0116  0.0405
O  -0.5096  10.3083  7.2338  -0.0259  -0.0474  -0.0515
O  -1.4713  1.7564  8.0851  0.0281  -0.0459  -0.0073
O  3.5476  1.1361  19.1329  0.0006  0.0041  0.0326
O  5.4105  5.2905  8.8889  0.0061  0.0054  -0.1364
O  2.0551  1.5825  13.1022  0.0102  0.0024  -0.0304
O  6.7783  -1.317  7.9998  0.0447  -0.0372  -0.0565
O  8.935  -2.6241  6.9222  -0.0701  -0.0502  0.0339
O  5.6679  -2.4762  12.577  0.0046  -0.0019  -0.0272
O  8.1328  -2.0285  11.779  -0.0141  -0.0087  -0.0358
O  5.2188  -0.7793  19.7113  0.011  -0.0042  0.0628
O  -1.5077  -1.4401  18.3912  -0.0026  -0.0033  0.0316
O  0.0023  4.8684  11.6176  -0.0029  -0.0127  -0.0296
O  7.481  -4.4455  12.5635  -0.0001  0.0039  -0.0415
O  4.5687  1.5938  13.7351  0.0054  -0.027  0.0001
O  3.1474  2.3317  8.7656  0.0323  -0.0039  -0.0772
O  1.6149  -1.4939  15.0537  -0.0183  0.0097  0
O  -0.1459  -5.4877  16.9086  -0.0013  0.0048  0.0013
O  3.1152  -5.1594  17.1623  0.0015  0.0094  0.004
O  -2.7154  -3.1556  16.8574  0.0038  -0.0069  0.0082
O  -1.5301  -7.2142  21.3706  -0.0056  0.0057  0.0298
O  -4.0777  -7.6803  21.8874  0.0309  -0.0201  0.0067
O  -1.2077  -4.2075  14.8876  -0.0067  0.0082  -0.0128
O  -2.9142  -3.1651  9.3402  0.0179  -0.0171  -0.0157
O  4.1988  -0.7614  14.9047  0.0027  0.0129  -0.0005
O  3.8666  -2.8373  10.5941  0.0003  -0.0044  -0.0201
O  0.9982  -2.2855  21.8514  0.004  0.0083  0.0417
O  3.4773  -5.6096  19.7221  -0.0048  -0.016  0.0396
O  -4.6405  0.8339  15.4881  -0.0121  -0.0043  -0.0204
O  -1.0773  -1.2752  9.9873  -0.0164  -0.0123  -0.0527
O  3.8698  -5.8289  14.7387  -0.0034  0.0054  -0.0094
O  5.9989  4.4277  13.2702  -0.0205  0.0004  -0.0241
O  2.8675  -0.7955  20.8991  -0.0111  -0.0032  0.0633
O  2.3856  -3.2085  19.7929  -0.0117  0.0095  0.0518
O  -1.0486  -1.6352  15.3693  0.0098  -0.0023  -0.0103
O  -1.0012  -4.7295  22.0054  0.0193  -0.0204  0.0151
O  0.0284  0.5538  14.3955  0.0017  -0.0306  0.0107
O  4.2313  -4.7159  12.3652  -0.0042  -0.0093  -0.0193
O  0.3829  -0.0394  11.8305  -0.0009  0.0035  -0.0146
O  3.6377  -3.2289  15.494  -0.0029  0.0169  -0.0013
O  1.413  -6.8491  7.9147  -0.0069  -0.0032  -0.0057
O  -2.5643  1.4443  17.1648  -0.0079  -0.0058  0.0231
O  -2.9104  -3.2078  22.9229  -0.0141  0.0071  0.0067
O  5.557  2.7643  9.8046  -0.0004  0.0174  -0.0272
O  5.0182  -3.4595  20.1452  0.019  0.0003  0.0504
O  -0.7059  0.9806  19.0726  -0.0057  -0.0127  0.0334
O  3.0897  -2.3577  13.0617  -0.0112  0.0084  0.0008
O  -3.687  -2.5127  19.3512  0.006  -0.0007  0.0353
O  1.5694  -6.9705  18.3281  0.0043  0.0084  0.0336
O  -2.9285  -8.6343  19.6687  0.0126  -0.003  0.0308
O  17.2198  20.1534  21.8067  0.0041  -0.0084  -0.0182
O  1.6168  -4.2975  10.3525  -0.0004  -0.0028  -0.03
O  -1.0499  -7.5674  18.0666  0.0108  0.0101  0.0319
O  7.6546  -2.5623  14.3581  0.0114  0.0012  0.002
O  1.5701  -1.6458  10.0476  -0.0078  -0.0102  -0.0437
O  4.1304  -7.477  17.9974  0.0099  -0.0087  0.0216
O  -2.318  4.1372  12.8751  -0.0002  0.0011  -0.0338
O  7.089  4.6282  10.806  -0.0082  0.0043  -0.0597
O  7.5628  3.7128  8.403  -0.0399  0.0171  0.0165
O  3.5782  3.6756  12.4737  -0.004  0.0036  -0.0346
O  0.8408  -1.1637  19.3482  -0.0058  -0.0049  0.0394
O  2.4705  -8.5476  22.7664  0.0398  -0.0551  0.0258
O  -0.388  2.4239  12.5531  0.0072  -0.0087  -0.0265
O  3.8242  1.3376  11.1473  -0.002  0.0079  -0.0265
O  3.3342  -4.2397  22.0234  -0.0095  0.0066  0.0112
O  -2.2729  1.2852  22.0297  -0.0269  0.0417  -0.0159
O  1.4836  -4.6321  15.0635  -0.0031  0.0011  -0.0176

Results
free energy: -126873.055 eV
free energy less fixed offsets of O -568.88, Si -635.61 eV per atom: -4.575 eV

The program warned: the cutoff lies below the one the program advises for these potential files; the exchange-correlation potential is rough where the density is thin.
